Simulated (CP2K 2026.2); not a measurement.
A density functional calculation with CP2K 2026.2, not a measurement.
Periodic cell of 432 atoms, Si324O108, from a study of silicon, its oxide and their interface. The atomic structure is a simulated model.
Doubt: the forces sum to 0.63 eV/angstrom along one axis rather than to zero, so they err by at least 0.0015 eV/angstrom per atom on average; the grid cutoff is modest.

Settings
functional: PBE
method: Gaussian and plane waves
basis set: DZVP-MOLOPT-SR-GTH
pseudopotentials: GTH-PBE
grid cutoff: 350 Ry, relative cutoff 50 Ry
k points: Gamma only
occupations: fixed
spin: none
net charge: 0

Cell vectors (angstrom)
a 16.32 0 0
b 0 16.32 0
c -5.0867 -2.994 29.6187

Atoms and the computed forces on them: element, x, y, z (angstrom), force x, y, z (eV/angstrom)
Si 1.769 14.809 0.144 -0.316 -0.041 0.716
Si 3.789 1.531 0.088 0.254 -0.061 0.701
Si 1.562 3.767 0.106 -0.015 0.207 0.748
Si 4.301 6.51 0.031 -0.153 0.254 0.806
Si 1.072 9.715 0.235 0.153 0.021 0.73
Si 3.908 12.558 0.136 0.024 -0.206 0.694
Si 7.004 14.655 0.082 -0.05 0.247 0.705
Si 9.768 1.221 0.057 -0.213 0.1 0.746
Si 6.543 4.342 0.077 0.101 -0.259 0.789
Si 4.144 3.938 29.616 0.173 -0.026 0.679
Si 2.016 6.27 29.591 -0.204 0.08 0.685
Si 9.211 12.45 0.108 0.173 -0.021 0.752
Si 6.914 12.339 29.533 0.167 -0.256 0.74
Si 14.858 1.69 0.075 0.02 -0.214 0.7
Si 12.583 3.843 0.093 -0.09 0.052 0.739
Si 14.739 7.073 0.145 -0.02 -0.096 0.728
Si 12.352 9.074 0.019 -0.009 0.278 0.607
Si 10.158 8.951 29.498 -0.261 0.257 0.75
Si 2.798 -0.002 1.562 0.01 0.013 -0.024
Si 5.4 2.716 1.329 -0.001 0.036 -0.031
Si 2.706 5.407 1.348 0.024 0.007 -0.039
Si 5.467 8.145 1.284 -0.004 -0.007 -0.034
Si 2.722 10.925 1.363 0.031 0.011 -0.035
Si 5.467 13.609 1.507 0.009 0.003 -0.04
Si 8.171 0 1.296 -0.012 -0.001 -0.043
Si 10.953 2.733 1.383 -0.004 -0.006 -0.031
Si 8.097 5.461 1.409 -0.028 -0.002 -0.04
Si 10.836 8.003 1.396 -0.072 -0.031 0.001
Si 8.139 10.836 1.408 -0.002 -0.015 -0.027
Si 10.891 13.664 1.224 -0.003 0.005 -0.058
Si 13.628 0.054 1.271 -0.023 0.01 -0.067
Si 0.028 2.73 1.523 0.015 0.011 -0.027
Si 13.656 5.429 1.431 -0.006 0.019 -0.032
Si -0.116 8.227 1.545 0.026 -0.023 -0.038
Si 13.561 10.821 1.183 -0.004 -0.001 -0.095
Si 0.019 13.604 1.207 0.019 0 -0.075
Si 1.345 1.314 2.837 -0.012 -0.002 0.024
Si 4.06 4.066 2.752 -0.002 -0.009 0.005
Si 1.349 6.796 2.711 -0.002 0.001 -0.001
Si 4.099 9.518 2.66 0.011 -0.007 -0.013
Si 1.337 12.282 2.704 -0.007 0.01 0.02
Si 4.173 14.992 2.877 0.006 0.002 0.019
Si 6.802 1.358 2.664 -0.011 -0.006 -0.023
Si 9.529 4.087 2.692 0.001 -0.001 -0.021
Si 6.772 6.831 2.768 -0.027 -0.001 0.01
Si 9.555 9.494 2.722 0.013 0.007 -0.004
Si 6.777 12.162 2.794 0.006 0.002 0.011
Si 9.543 14.973 2.682 0.003 -0.004 0.026
Si 12.288 1.359 2.742 0.021 0.004 0.018
Si 15.018 4.132 2.829 0.006 -0.007 0.016
Si 12.208 6.709 2.78 0.022 -0.001 0.001
Si 14.833 9.596 2.797 -0.028 0.012 0.024
Si 12.244 12.241 2.559 -0.012 -0.003 -0.007
Si 14.966 14.947 2.601 0.015 0.019 -0.018
Si -0.043 -0.063 4.094 -0.006 0.005 0.004
Si 2.717 2.713 4.136 0.031 0.017 -0.03
Si 0.042 5.481 4.157 -0.009 -0.01 0.006
Si 2.73 8.165 4.04 0.008 0 -0.01
Si -0.028 10.926 4.085 -0.002 -0.005 -0.024
Si 2.713 13.607 4.104 -0.02 -0.021 -0.027
Si 5.519 0.049 4.154 -0.003 0.009 0.018
Si 8.164 2.714 4.037 -0.008 0.008 -0.021
Si 5.422 5.44 4.103 0 0.006 -0.025
Si 8.168 8.171 4.101 -0.024 -0.01 -0.029
Si 5.408 10.83 4.12 0.003 0 0.01
Si 8.185 13.587 4.057 0.007 0.013 -0.035
Si 10.894 -0.003 4.072 0.016 0.007 -0.024
Si 13.625 2.728 4.113 -0.019 -0.016 -0.009
Si 10.852 5.391 4.133 0.018 0.008 0.003
Si 13.534 8.153 4.111 0.014 0.013 0.001
Si 10.914 10.902 4.02 0.011 -0.02 -0.011
Si 13.6 13.586 3.973 -0.011 0 -0.011
Si 1.367 -1.35 16.305 0.024 0.002 0.006
Si 4.06 1.368 16.324 -0.018 0.009 0.02
Si 1.399 4.083 16.271 -0.021 0.015 0.019
Si 4.077 6.814 16.266 -0.012 -0.008 0.012
Si 1.365 9.478 16.267 0.003 0.005 0.035
Si 4.067 12.211 16.259 0.012 -0.031 0.013
Si 6.853 -1.308 16.345 -0.009 0.022 0.029
Si 9.533 1.336 16.404 -0.004 -0.012 0.02
Si 6.777 4.014 16.3 -0.011 0.026 -0.004
Si 9.578 6.812 16.302 0.012 -0.02 0.013
Si 6.786 9.549 16.304 -0.001 -0.003 0
Si 9.515 12.319 16.347 0.018 0.023 0.014
Si 12.187 -1.364 16.375 -0.019 0.003 0.025
Si -1.341 1.352 16.264 0.014 -0.012 0.006
Si 12.221 4.05 16.342 -0.001 -0.033 0.007
Si -1.39 6.781 16.27 0.017 0.008 0.007
Si 12.244 9.527 16.336 -0.015 0.008 0.025
Si -1.361 12.267 16.268 -0.01 -0.01 -0.007
Si 2.694 0.021 17.697 -0.001 0.012 0.006
Si 5.398 2.701 17.721 0.005 0.032 -0.006
Si 2.752 5.449 17.64 0.006 -0.011 -0.026
Si 5.4 8.186 17.635 -0.043 0.036 -0.023
Si 2.768 10.783 17.629 0.051 -0.021 -0.048
Si 5.368 13.672 17.552 -0.035 0.004 -0.025
Si 8.25 -0.048 17.838 -0.001 -0.039 -0.018
Si 10.877 2.716 17.777 -0.037 0.017 0.002
Si 8.225 5.356 17.547 0.05 -0.043 -0.048
Si 10.879 8.193 17.731 -0.015 -0.014 -0.054
Si 8.104 10.977 17.637 -0.004 -0.014 -0.01
Si 10.818 13.644 17.835 0.026 0.042 -0.023
Si -2.722 0.03 17.63 0.007 0.002 -0.024
Si 0.065 2.683 17.591 0.015 -0.03 -0.037
Si -2.72 5.416 17.648 0.014 0.016 -0.022
Si -0.014 8.114 17.61 0.004 0.022 -0.03
Si -2.672 10.907 17.642 -0.006 -0.005 -0.026
Si -0.009 13.612 17.63 -0.014 -0.012 0.002
Si 1.35 1.366 19.084 0.001 0.012 0.013
Si 4.043 4.111 19.09 0.008 0.005 0.045
Si 1.349 6.77 18.971 0.006 -0.007 0.062
Si 4.069 9.432 19.152 -0.041 0.012 0.067
Si 1.369 12.183 18.867 -0.006 -0.008 0.021
Si 4.043 -1.355 19.014 -0.015 -0.005 0.043
Si 6.775 1.31 19.053 -0.005 -0.019 0.027
Si 9.477 4.078 19.117 0.01 -0.006 0.079
Si 6.828 6.743 18.745 -0.041 -0.011 -0.029
Si 9.439 9.672 19.023 0.034 -0.015 0.017
Si 6.677 12.337 18.9 0 0.003 0.049
Si 9.556 -1.354 19.444 0.027 -0.008 0.085
Si 12.307 1.376 19.089 -0.004 0.005 0.051
Si -1.286 4.054 18.888 0.009 0.019 0.066
Si 12.302 6.752 19.065 -0.006 0.029 0.022
Si -1.286 9.538 18.967 0.039 -0.009 0.021
Si 12.284 12.237 19.028 -0.006 0.031 0.036
Si -1.357 -1.323 18.973 -0.006 -0.005 0.026
Si -0.318 0.267 20.346 0.263 -0.085 -0.714
Si 2.495 2.935 20.427 0.179 -0.196 -0.685
Si 0.25 5.147 20.244 -0.084 0.129 -0.703
Si 2.415 8.25 20.428 0.275 -0.098 -0.654
Si 0.35 10.629 20.261 -0.24 0.031 -0.729
Si 2.802 13.379 20.219 -0.101 0.269 -0.693
Si 5.617 -0.252 20.365 -0.138 0.113 -0.737
Si 7.813 2.915 20.384 0.338 -0.149 -0.652
Si 5.733 5.297 20.2 -0.284 0.109 -0.718
Si 8.207 8.02 20.093 -0.224 0.279 -0.608
Si 5.089 11.247 20.248 0.138 -0.285 -0.836
Si 7.722 13.729 20.481 0.369 -0.048 -0.677
Si 11.434 -0.191 20.625 -0.522 0.172 -0.661
Si -2.41 2.613 20.299 -0.161 0.044 -0.661
Si 10.534 5.839 20.3 0.355 -0.455 -0.698
Si -2.836 8.388 20.253 0.244 -0.346 -0.563
Si 11.172 10.627 20.305 -0.268 0.325 -0.55
Si -2.818 13.767 20.307 0.119 -0.19 -0.74
Si 3.706 0.989 22.544 -0.034 0.033 -0.192
Si 1.407 -1.215 22.447 -0.031 -0.001 -0.086
Si 2.242 6.987 23.302 -0.084 -0.028 -0.021
Si 0.042 7.661 27.68 0.099 -0.028 0.069
Si -3.981 4.462 25.68 -0.078 0.017 -0.082
Si -2.187 5.42 27.765 0.04 -0.028 0.041
Si 5.824 7.822 27.673 0.058 -0.183 0.102
Si -2.547 3.449 23.16 0.057 0.129 -0.025
Si -0.235 13.759 24.708 -0.019 0.03 -0.085
Si 6.781 4.392 25.339 0.065 0.014 -0.01
Si 6.211 -2.306 24.621 0.007 0.056 0.099
Si -1.365 11.975 22.445 -0.006 -0.031 -0.04
Si 9.855 1.194 25.213 0.016 0.022 0.023
Si 6.766 6.969 22.33 -0.031 0.052 -0.055
Si 9.552 6.006 25.709 -0.051 0.026 0.013
Si 9.505 5.543 22.976 -0.019 0.157 -0.05
Si 8.403 10.323 24.645 0.032 0.14 0.04
Si 7.784 12.569 26.605 -0.095 -0.002 0.092
Si 5.073 6.854 24.807 -0.081 0 -0.104
Si 4.456 0.292 25.355 0.081 -0.037 -0.022
Si 11.06 10.235 23.294 0.115 -0.014 -0.183
Si 12.252 0.927 23.499 -0.022 -0.035 -0.202
Si -0.202 5.369 23.14 0.095 -0.057 -0.013
Si 6.67 11.929 22.638 0.123 0.109 -0.087
Si 11.215 2.42 27.553 0.002 -0.045 0.106
Si 2.774 -0.499 27.613 0.035 -0.05 0.068
Si -4.493 -2.535 27.579 0.04 0.09 0.062
Si -2.56 9.205 23.026 0.122 -0.066 0.01
Si 5.809 2.306 27.444 -0.157 0.028 0.091
Si 8.611 8.591 27.053 0.08 0.052 -0.007
Si -0.273 7.894 24.567 0.029 -0.028 -0.035
Si 0.578 13.517 27.635 -0.092 0.063 0.148
Si 8.261 2.895 23.393 -0.011 -0.017 -0.123
Si -3.005 -1.534 25.195 0.002 -0.039 0.184
Si 11.345 12.754 24.92 -0.007 0.158 -0.004
Si 9.059 -1.792 25.097 -0.126 -0.042 0.077
Si 1.347 14.948 5.462 0.002 -0.003 0.006
Si 4.103 1.374 5.481 -0.006 -0.003 0.004
Si 1.373 4.084 5.492 0.005 0 0.001
Si 4.068 6.811 5.445 -0.011 -0.006 -0.011
Si 1.353 9.529 5.405 0.005 -0.005 -0.018
Si 4.059 12.222 5.452 -0.008 -0.001 0.002
Si 6.85 14.95 5.455 0.015 0.005 -0.002
Si 9.523 1.361 5.421 0.007 -0.002 -0.016
Si 6.81 4.074 5.426 0.004 -0.003 -0.014
Si 9.51 6.794 5.458 -0.008 0.013 -0.001
Si 6.802 9.508 5.467 0.006 0.005 0.003
Si 9.546 12.234 5.41 -0.006 0.002 0
Si 12.257 14.936 5.395 0.003 -0.021 -0.01
Si 14.957 1.337 5.455 0.004 0.006 -0.005
Si 12.239 4.057 5.472 0.004 -0.013 0.004
Si 14.95 6.83 5.461 -0.003 0.004 -0.008
Si 12.209 9.537 5.448 0.001 0.001 0.005
Si 14.938 12.276 5.427 -0.003 0.014 -0.006
Si 2.722 -0.003 6.804 -0.006 0.004 -0.006
Si 5.461 2.735 6.82 -0.012 -0.002 0
Si 2.731 5.453 6.828 -0.002 -0.004 0.002
Si 5.439 8.15 6.816 0.013 -0.002 -0.003
Si 2.703 10.867 6.805 0.002 0.018 -0.006
Si 5.445 13.595 6.786 -0.008 -0.002 -0.004
Si 8.19 0 6.808 0.006 -0.021 0.001
Si 10.872 2.703 6.812 0.013 0.006 0.006
Si 8.154 5.43 6.806 0.005 0.005 0.003
Si 10.861 8.169 6.81 -0.012 0.018 0
Si 8.173 10.888 6.789 -0.014 -0.008 0
Si 10.898 13.592 6.777 0.004 0 -0.002
Si 13.589 -0.022 6.794 0.004 0.012 -0.002
Si -0.001 2.705 6.813 0.007 -0.006 -0.003
Si 13.597 5.445 6.807 -0.002 -0.002 -0.007
Si 0.003 8.183 6.8 -0.011 -0.003 -0.001
Si 13.594 10.892 6.787 0.006 -0.006 -0.004
Si -0.017 13.601 6.814 0.003 0.001 0.004
Si 1.366 1.354 8.169 0.006 0.003 0.002
Si 4.096 4.088 8.176 0.016 0.019 0.003
Si 1.356 6.812 8.163 0.001 -0.006 -0.006
Si 4.079 9.52 8.164 -0.01 -0.003 0
Si 1.347 12.233 8.162 -0.014 -0.015 0.001
Si 4.084 14.953 8.153 -0.009 0.002 -0.004
Si 6.817 1.357 8.161 -0.001 0.006 -0.001
Si 9.522 4.079 8.164 -0.01 -0.005 -0.002
Si 6.8 6.791 8.17 -0.02 -0.005 -0.002
Si 9.51 9.525 8.17 0.005 -0.014 0.007
Si 6.807 12.241 8.149 0.017 0.002 -0.004
Si 9.545 14.953 8.153 0.005 0.014 0.005
Si 12.234 1.34 8.159 -0.016 -0.015 0.002
Si -1.366 4.075 8.161 -0.01 -0.004 -0.004
Si 12.233 6.808 8.16 0.011 0.009 -0.004
Si -1.364 9.537 8.153 0.015 0.017 -0.001
Si 12.239 12.24 8.156 0.004 0 0.001
Si -1.366 14.962 8.17 0.012 -0.004 0.012
Si 0.001 -0.002 9.526 -0.006 0.014 0.003
Si 2.729 2.716 9.518 -0.014 -0.01 0
Si -0.001 5.439 9.51 0.004 0.013 0
Si 2.721 8.163 9.524 0.002 -0.003 0.007
Si -0.01 10.882 9.525 -0.003 -0.003 0.003
Si 2.717 13.596 9.512 0.006 -0.004 -0.005
Si 5.446 -0.003 9.508 0.002 -0.002 -0.001
Si 8.169 2.718 9.524 0.01 0.011 0.005
Si 5.449 5.44 9.537 0.008 -0.004 0.006
Si 8.157 8.158 9.527 -0.007 0.005 0.002
Si 5.448 10.883 9.515 0 0.004 -0.004
Si 8.169 13.6 9.507 -0.02 -0.003 -0.007
Si 10.884 -0.009 9.529 0.013 -0.007 0.008
Si 13.59 2.712 9.514 0.006 0.001 -0.001
Si 10.879 5.444 9.524 -0.002 0.005 0.002
Si 13.595 8.171 9.511 0.002 -0.013 -0.003
Si 10.88 10.884 9.519 -0.001 0.003 0.002
Si 13.592 13.6 9.521 0 -0.005 0.001
Si 1.362 14.956 10.882 0 -0.004 0.007
Si 4.091 1.355 10.875 0.007 -0.001 0.004
Si 1.359 4.074 10.866 0.003 0.008 0.001
Si 4.083 6.801 10.88 0.005 0.002 0.002
Si 1.357 9.523 10.875 -0.012 0.006 -0.001
Si 4.086 12.246 10.871 -0.004 0 0.002
Si 6.807 14.959 10.865 0.011 0.002 -0.005
Si 9.525 1.359 10.882 -0.013 0.003 -0.003
Si 6.815 4.08 10.885 -0.013 0.001 -0.004
Si 9.521 6.801 10.892 -0.004 0.002 0.008
Si 6.804 9.524 10.883 0 -0.019 0.005
Si 9.523 12.247 10.877 0.005 -0.008 -0.003
Si 12.239 14.957 10.888 0.004 -0.001 0.003
Si -1.367 1.358 10.876 0.005 0.002 0.005
Si 12.233 4.073 10.879 0.003 0.003 0.002
Si -1.364 6.804 10.86 -0.008 -0.008 -0.007
Si 12.234 9.523 10.883 0.006 0.003 0.006
Si -1.373 12.24 10.878 0.005 0.005 -0.006
Si 2.739 -0.01 12.238 -0.002 0.012 0.006
Si 5.454 2.717 12.23 0.026 0.017 0.004
Si 2.721 5.429 12.22 -0.003 -0.004 0.002
Si 5.449 8.155 12.237 -0.01 0.007 -0.001
Si 2.722 10.885 12.223 0.003 -0.006 0.003
Si 5.446 13.61 12.232 0.009 0.008 -0.006
Si 8.161 -0.004 12.228 -0.011 -0.008 -0.01
Si 10.876 2.716 12.252 -0.003 -0.002 0.003
Si 8.172 5.43 12.257 -0.008 -0.007 0.002
Si 10.872 8.171 12.253 0.004 -0.008 0.011
Si 8.172 10.886 12.24 -0.008 0.013 -0.008
Si 10.874 13.606 12.246 -0.002 0.001 -0.002
Si 13.593 0.004 12.241 0.003 -0.002 0.001
Si -0.003 2.716 12.227 -0.011 0.001 -0.001
Si 13.603 5.441 12.219 0.018 0.013 -0.01
Si -0.011 8.162 12.223 0.008 -0.013 0.004
Si 13.589 10.886 12.243 0.005 0.001 0.008
Si -0.018 13.601 12.231 -0.018 -0.023 0.002
Si 1.367 1.355 13.575 0 -0.001 0.001
Si 4.095 4.082 13.576 -0.012 -0.002 -0.007
Si 1.345 6.783 13.56 -0.008 0.011 -0.001
Si 4.083 9.52 13.574 0.004 -0.001 -0.001
Si 1.352 12.243 13.572 0.004 0.009 -0.001
Si 4.102 -1.358 13.618 0.013 -0.016 0.014
Si 6.806 1.35 13.586 -0.005 0.011 -0.006
Si 9.517 4.059 13.631 0.004 0.011 0.007
Si 6.814 6.801 13.605 0.006 -0.012 -0.001
Si 9.521 9.543 13.628 0.002 -0.003 0.001
Si 6.818 12.261 13.584 0.001 -0.012 0.005
Si 9.523 -1.339 13.6 -0.014 0.01 -0.001
Si 12.233 1.354 13.612 0.012 -0.011 0.001
Si -1.369 4.075 13.582 0.001 0.005 0.006
Si 12.247 6.795 13.581 0.005 -0.017 -0.011
Si -1.363 9.523 13.591 -0.013 0.003 0.002
Si 12.225 12.244 13.606 -0.006 -0.005 0.005
Si -1.381 -1.365 13.596 0.006 0.009 0.001
Si 0.007 -0.014 14.924 -0.001 0.004 0.003
Si 2.738 2.717 14.922 0.013 0.005 -0.005
Si -0.003 5.427 14.934 0.005 0.001 0.006
Si 2.71 8.139 14.897 0.007 0.012 -0.012
Si 0.007 10.883 14.94 0.01 -0.012 0.012
Si 2.706 13.593 14.938 -0.005 -0.008 -0.006
Si 5.462 0.025 14.982 0.023 -0.003 0.006
Si 8.163 2.661 14.984 -0.002 -0.005 0.002
Si 5.454 5.429 14.95 0.005 -0.005 0.007
Si 8.166 8.163 14.976 0.001 0 0.01
Si 5.453 10.89 14.912 -0.016 -0.008 -0.007
Si 8.161 13.638 14.956 0.01 -0.005 -0.003
Si 10.872 0.005 14.991 -0.01 -0.001 -0.006
Si 13.595 2.721 14.954 -0.01 0.013 -0.01
Si 10.907 5.431 14.951 0.002 0.014 -0.002
Si 13.583 8.17 14.942 -0.018 0 0.004
Si 10.876 10.914 15.003 0.001 -0.007 0.014
Si 13.557 13.619 14.968 -0.009 0.021 0.003
O 5.211 -1.078 24.909 0.043 -0.058 0.105
O -2.254 10.685 29.218 -0.019 -0.063 -0.472
O -1.471 4.064 28.271 0.047 -0.374 -0.352
O -0.462 5.766 21.582 -0.482 0.368 -0.177
O 6.681 4.052 20.659 -0.225 -0.233 0.165
O 9.575 9.78 23.683 -0.144 -0.602 -0.127
O 6.576 3.398 26.57 0.245 0.212 0.189
O 1.338 4.035 20.806 0.11 -0.117 0.472
O 5.548 6.202 21.556 -0.381 0.247 0.311
O 2.566 -0.132 22.648 0.05 -0.168 -0.008
O 7.835 12.728 21.792 0.28 0.028 0.37
O -3.605 4.245 24.11 -0.453 0.387 -0.227
O -1.401 -1.507 25.099 -0.026 0.34 0.033
O 10.914 11.007 21.871 -0.102 0.476 0.185
O 9.799 -0.4 25.315 0.271 -0.158 0.221
O -5.006 7.836 29.181 0.001 0.078 -0.178
O 2.199 0.811 28.35 -0.007 0.184 -0.345
O 10.711 -1.755 28.437 -0.045 -0.036 -0.195
O 1.385 9.473 20.783 -0.162 -0.032 0.359
O -3.463 5.746 28.683 -0.367 -0.186 -0.036
O -2.433 -0.364 29.25 -0.046 -0.016 -0.367
O 8.464 5.052 29.155 -0.052 -0.09 -0.522
O 9.615 9.438 28.016 0.165 0.363 -0.253
O 8.633 -0.225 29.189 0.081 -0.054 -0.233
O 6.69 -1.376 20.894 0.091 0.243 0.4
O 7.347 8.238 21.486 0.022 0.512 0.204
O 8.177 2.334 21.876 0.038 -0.502 0.109
O -0.12 11.39 21.61 0.216 0.299 0.38
O -0.812 12.531 23.842 0.143 -0.186 0.427
O 8.662 -2.385 26.566 0.303 0.366 0.511
O 6.129 7.453 23.724 0.161 0.617 0.043
O -3.636 12.819 28.529 0.277 0.264 0.03
O 1.135 8.097 23.771 0.059 0.623 -0.035
O 9.804 6.557 24.201 0.014 0.657 -0.291
O 8.139 9.055 25.588 -0.393 -0.329 -0.239
O 11.478 11.253 24.449 0.182 -0.232 0.29
O 4.686 3.084 28.326 -0.348 -0.072 -0.431
O -1.37 1.438 20.824 0.026 0.204 0.239
O 3.122 5.14 29.108 0.121 -0.026 -0.211
O -0.333 9.011 28.476 0.396 0.385 -0.329
O 0.118 8.007 26.121 0.155 0.123 -0.165
O -2.416 10.772 22.635 -0.561 0.283 -0.144
O 7.202 8.649 27.846 0.029 0.524 0.341
O 9.446 3.997 23.463 0.516 -0.118 0.042
O 1.119 12.195 28.384 -0.131 -0.432 -0.304
O 5.824 10.961 21.667 -0.125 -0.379 0.223
O 6.906 3.594 23.929 -0.435 0.133 -0.223
O 8.157 5.179 25.684 0.035 -0.059 0.071
O -3.556 -1.5 26.732 -0.062 0.268 0.31
O 10.091 13.569 24.283 0.007 -0.053 -0.699
O 11.151 12.784 26.518 -0.163 -0.387 0.075
O 0.335 2.423 29.179 0.053 -0.167 -0.29
O 8.648 11.519 25.717 0.636 -0.035 0.173
O 3.903 12.28 20.701 0.098 -0.104 0.523
O 2.001 13.917 21.531 -0.2 -0.408 0.304
O 5.764 13.076 23.371 -0.548 0.253 -0.246
O 6.375 13.001 25.897 -0.614 -0.076 0.346
O 5.765 -2.879 29.151 0.078 0.118 -0.444
O 1.701 -1.669 27.74 0.033 -0.139 -0.077
O -3.559 13.423 24.529 0.447 -0.379 -0.568
O -1.142 6.614 27.928 -0.109 0.022 0.116
O 9.337 7.154 26.826 0.174 -0.247 0.206
O 3.005 10.538 29.194 -0.117 0.101 -0.294
O 5.272 7.688 26.173 -0.09 0.407 -0.235
O -4.031 3.093 26.55 0.257 -0.248 0.048
O 3.071 -0.164 26.066 -0.257 -0.131 -0.199
O 11.121 1.682 24.354 -0.011 0.812 0.024
O 8.013 5.933 22.455 0.026 -0.306 -0.05
O 4.127 -1.003 28.349 0.371 0.249 -0.15
O 10.536 3.493 28.54 0.343 0.106 -0.087
O -4.307 1.304 28.4 0.15 -0.24 -0.47
O -1.469 8.923 24.193 0.021 0.46 0.297
O 7.555 11.945 28.073 0.347 -0.311 -0.237
O -2.729 5.312 26.26 0.336 0.496 -0.601
O 2.74 7.438 21.816 0.185 -0.264 -0.029
O 6.267 6.403 28.349 -0.266 -0.42 -0.144
O 7.675 -1.673 24.271 -0.051 0.151 -0.493
O 4.956 0.444 21.678 0.119 0.123 0.209
O 9.999 1.776 26.706 -0.399 0.072 0.304
O 5.235 1.171 26.457 0.059 -0.291 0.042
O 5.486 5.335 25.159 -0.445 -0.207 0.187
O -1.005 3.966 23.403 0.242 -0.377 0.196
O 3.546 6.927 24.266 0.063 -0.179 0.24
O -2.071 13.16 21.616 -0.057 0.273 0.346
O -0.75 -2.228 28.365 -0.257 -0.078 -0.25
O -2.898 3.555 21.566 -0.367 0.379 -0.101
O 10.711 5.54 21.896 0.315 -0.349 0.255
O -3.611 -0.361 24.31 0.048 0.001 0.028
O 11.522 0.573 22.079 -0.323 0.275 -0.026
O 12.415 -1.471 20.861 -0.122 -0.115 0.324
O 6.866 1.581 28.414 0.02 -0.075 -0.422
O 0.332 13.155 26.091 0.238 -0.315 -0.244
O 7.227 10.877 23.716 -0.146 -0.435 -0.184
O 12.173 9.048 23.37 -0.335 -0.632 0.149
O 9.509 7.096 20.4 0.042 0.4 0.129
O 10.903 5.157 25.991 0.103 0.052 0.332
O 4.67 8.61 28.453 -0.274 -0.17 -0.196
O 1.417 7.007 28.248 0.388 0.066 -0.491
O -2.751 1.867 23.444 0.433 -0.13 0.237
O 8.542 1.7 24.437 -0.223 -0.38 0.097
O 3.112 2.317 21.82 0.233 0.111 0.233
O 0.915 -1.801 23.863 0.337 -0.164 0.245
O 4.202 1.235 24.061 0.113 0.382 0.079
O 0.169 -0.484 21.708 -0.173 -0.222 0.462
O -2.238 8.212 21.777 0.473 -0.428 0.262
O 12.215 9.391 20.433 -0.084 0.081 -0.11
O -0.852 6.432 24.167 -0.465 -0.245 0.423
O 1.431 5.547 23.346 0.282 -0.548 0.365

Results
total energy: -82018.815 eV
total energy less fixed offsets of O -438.35, Si -107.03 eV per atom: 0.705 eV
